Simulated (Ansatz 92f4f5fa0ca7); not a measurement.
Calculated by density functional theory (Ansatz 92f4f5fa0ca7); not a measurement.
Periodic cell of 148 atoms, Si92O56, from a study of silicon, its oxide and their interface. The atomic structure is a simulated model.

Settings: functional r2SCAN; potential files Ansatz norm-conserving; basis plane waves; wave-function cutoff 1300 eV; density cutoff ratio 4; exchange-correlation grid ratio 1; k mesh 2 x 2 x 1, shifted by 0.5 0.5 0.5 of a step; self-consistency stop 5e-08 eV per atom in the density residual; occupations Fermi-Dirac, 0.05 eV; spin none; net charge 0.

Cell vectors (angstrom)
a	10.88	0	0
b	0	10.88	0
c	0	0	20.9223

Atoms: element, x, y, z (angstrom)
Si	-0.0508	-0.2016	0.1175
Si	2.5362	2.6423	0.2446
Si	0.2644	4.6868	-0.391
Si	2.2184	8.5193	-0.2145
Si	4.7902	0.4977	0.1313
Si	7.6824	2.8776	-0.1341
Si	5.538	5.1453	-0.2023
Si	7.9914	7.8211	-0.4433
Si	1.1475	1.2905	1.4857
Si	3.9784	4.1092	1.3105
Si	1.2033	6.6576	0.9535
Si	3.8694	9.5135	1.2004
Si	6.5488	1.4485	1.3595
Si	9.4468	3.9327	1.1259
Si	6.7359	6.6628	1.1523
Si	9.2679	9.3122	1.1447
Si	-0.1742	2.7098	2.696
Si	2.6122	-0.0519	2.6988
Si	-0.1331	8.0114	2.4698
Si	2.6216	5.5327	2.5255
Si	5.3259	2.8114	2.7443
Si	8.007	-0.0509	2.5087
Si	5.3718	8.1346	2.4721
Si	8.1583	5.4037	2.5332
Si	1.3088	4.1168	3.9316
Si	4.0012	1.3583	4.038
Si	1.2345	9.4163	3.9306
Si	4.0202	6.8444	3.9019
Si	6.8075	4.1158	3.9894
Si	9.3825	1.2768	3.9515
Si	6.7056	9.4957	3.9012
Si	9.4887	6.7369	3.9623
Si	-0.0411	-0.0161	5.2765
Si	2.6757	2.7821	5.3418
Si	0.0115	5.4485	5.3607
Si	2.7145	8.2085	5.3066
Si	5.4258	-0.0072	5.3347
Si	8.1547	2.7152	5.3308
Si	5.4016	5.486	5.272
Si	8.1739	8.2124	5.2616
Si	1.3158	1.3754	6.6496
Si	4.1179	4.1061	6.7057
Si	1.4056	6.8501	6.6768
Si	4.069	9.5643	6.7154
Si	6.8441	1.328	6.6783
Si	9.5569	4.0471	6.6894
Si	6.7821	6.8763	6.563
Si	9.578	9.5272	6.703
Si	0.0724	2.7353	8.1264
Si	2.6896	0.0783	8.0617
Si	0.1153	8.1973	8.1181
Si	2.8646	5.6145	8.037
Si	5.5049	2.6674	8.0547
Si	8.2784	0.0512	8.0735
Si	5.5776	8.2678	8.0159
Si	8.1177	5.4893	7.8656
Si	1.4895	4.2844	9.3294
Si	4.0644	1.4055	9.4567
Si	1.5465	9.5571	9.5836
Si	4.3356	6.952	9.4319
Si	6.904	4.1058	9.2707
Si	9.616	1.3483	9.5968
Si	7.0062	9.5406	9.434
Si	9.4288	6.8117	9.2305
Si	-0.0604	-0.239	10.9901
Si	3.1109	3.1768	10.5877
Si	-0.2453	5.3385	10.5053
Si	3.5166	8.7476	10.6898
Si	4.8735	-0.1874	11.0749
Si	8.4965	3.1485	10.7282
Si	5.4983	5.2694	10.7128
Si	8.5114	8.3803	10.7508
Si	2.8882	7.7825	13.5992
Si	0.5234	6.0999	13.2551
Si	-0.3655	10.7599	14.0744
Si	4.3357	10.5694	16.8987
Si	1.4741	3.2993	15.8588
Si	8.0614	8.7348	13.7692
Si	6.6674	13.4653	15.248
Si	15.0458	13.3703	17.2797
Si	-1.2615	2.1176	16.0416
Si	4.0108	-5.6338	18.138
Si	1.9689	9.3412	15.7284
Si	13.2351	3.5328	13.337
Si	5.7768	-0.0642	14.1132
Si	7.1694	15.3851	13.1568
Si	3.4749	5.2414	15.2387
Si	1.7878	7.3173	18.0139
Si	9.0418	6.1986	15.1889
Si	8.8755	0.8327	18.7261
Si	6.4139	9.8446	18.8158
Si	9.8032	6.2223	18.3056
O	-0.7957	0.4063	-1.2167
O	1.1608	-1.1265	-0.4929
O	3.5931	1.5274	-0.4681
O	1.464	3.5399	-0.7306
O	-2.7395	5.2875	-6.7269
O	2.5844	8.2314	-1.8274
O	-1.7558	5.9545	-4.1014
O	5.6857	-0.0149	-1.1173
O	9.5638	1.1385	-3.6167
O	8.1429	2.1165	-1.5306
O	6.6395	4.0293	-0.7341
O	4.9342	5.8718	-1.6045
O	6.7646	8.4891	-1.3146
O	12.7145	7.9035	-4.4379
O	-0.877	12.1584	14.7168
O	4.4555	5.3982	16.5446
O	0.3083	11.0057	12.6007
O	6.4486	-0.3141	10.6412
O	-0.3054	6.2636	11.8872
O	-1.675	9.8624	13.8178
O	3.5392	7.9522	12.1571
O	4.7702	10.8315	15.3698
O	2.7486	-0.6424	16.8273
O	4.9506	0.146	12.724
O	7.8677	3.3233	12.2634
O	9.9399	3.9201	10.9685
O	1.5458	4.8845	12.9429
O	7.9744	8.0315	12.2987
O	3.638	17.494	14.4195
O	9.7532	9.4002	11.0373
O	12.8341	4.8696	15.7985
O	1.3128	7.4865	13.4592
O	4.2676	4.2402	11.1242
O	2.5627	2.5996	12.05
O	0.6086	10.0386	15.1847
O	1.4442	24.424	14.3588
O	5.3875	9.5165	17.5739
O	4.3718	11.8842	17.836
O	-0.0529	3.1822	16.3931
O	6.6224	-1.4499	14.0768
O	8.446	7.6949	14.9656
O	10.5304	5.9352	14.6037
O	6.3322	16.3781	12.1631
O	4.1012	14.5196	18.4198
O	5.5053	13.5722	16.37
O	-10.6875	7.2368	18.2674
O	2.6696	2.5002	16.616
O	2.5091	-5.0182	18.1953
O	2.9576	9.1505	14.451
O	3.6964	4.0218	14.1556
O	6.7776	1.1728	14.4459
O	6.227	3.7102	14.1906
O	7.8168	10.5296	18.3796
O	10.3776	4.8843	19.048
O	8.1667	2.851	15.8674
O	-2.1253	6.9014	19.3443

Results
free energy: -36833.659 eV
free energy less fixed offsets of O -463.61, Si -117.95 eV per atom: -20.099 eV
pressure: -1.15 GPa
stress xx, yy, zz, yz, xz, xy (GPa, positive in tension): 0.91, -0.21, 2.74, 1.11, 2.55, -0.91

Forces (eV/angstrom), in the order of the atoms: element, x, y, z
Si	0.054	-0.0624	-1.0119
Si	-0.038	-0.3777	-0.9674
Si	0.0648	-0.3143	-0.6091
Si	-0.1185	0.2805	-0.9735
Si	-0.2372	0.1865	-0.8322
Si	-0.1593	-0.0875	-0.7841
Si	-0.1034	-0.002	-0.6838
Si	-0.2484	-0.047	-0.2836
Si	0.0164	-0.0419	-0.2121
Si	0.317	0.0728	-0.3676
Si	0.0725	0.003	-0.3829
Si	0.0153	0.0223	-0.0715
Si	0.0263	0.0584	-0.2146
Si	-0.0593	-0.0316	-0.2162
Si	-0.0918	0.0569	-0.0564
Si	-0.0404	-0.0217	-0.365
Si	0.0039	0.0704	0.1097
Si	-0.0329	-0.0981	0.2072
Si	0.088	-0.0553	0.0287
Si	-0.1694	0.1063	0.0369
Si	0.0661	0.0349	0.2054
Si	-0.0881	0.0733	-0.1139
Si	0.0369	0.1272	-0.1825
Si	0.0692	-0.1814	-0.0065
Si	-0.0891	0.0474	-0.05
Si	0.06	-0.0383	-0.0847
Si	0.1569	0.0952	-0.1725
Si	-0.0829	-0.1273	-0.005
Si	-0.0335	-0.0243	-0.0215
Si	0.0435	0.0548	-0.0256
Si	0.0344	0.0009	0.0588
Si	-0.0053	0.1045	-0.0595
Si	-0.0697	-0.0516	0.0746
Si	0.0124	-0.0234	0.0978
Si	0.0487	0.004	-0.0602
Si	-0.102	-0.0329	-0.0128
Si	0.023	0.0902	-0.0898
Si	-0.1611	-0.0383	0.0076
Si	0.0562	0.0833	0.0036
Si	0.0726	-0.0985	-0.0476
Si	-0.0336	0.0837	0.0822
Si	0.0463	-0.0311	0.0418
Si	0.0698	0.0134	0.0767
Si	-0.0401	0.0374	0.113
Si	-0.0247	0.0271	0.1403
Si	0.0593	-0.0517	0.1121
Si	0.0086	0.0774	-0.0252
Si	0.0356	-0.0454	0.1474
Si	-0.1692	0.0816	0.1493
Si	0.1123	-0.0229	0.0352
Si	-0.0634	0.0844	-0.0305
Si	0.1217	0.0326	-0.0016
Si	-0.0363	-0.048	-0.1225
Si	0.1714	0.0433	-0.0191
Si	0.0447	0.0165	-0.0981
Si	-0.0167	0.0236	-0.2056
Si	-0.0157	-0.1245	0.2647
Si	0.1154	-0.051	0.0446
Si	-0.1547	0.0692	0.1292
Si	-0.0262	-0.2365	-0.0391
Si	0.0712	0.0281	0.1377
Si	-0.0743	0.111	0.1805
Si	0.1935	0.3459	0.0817
Si	0.1529	0.075	0.2225
Si	-0.1304	-0.071	0.7641
Si	-0.1135	0.0171	0.9018
Si	-0.1886	-0.097	0.5931
Si	-0.182	-0.7857	0.5093
Si	0.1839	0.7837	1.1648
Si	0.3509	-0.0499	0.8474
Si	-0.0529	-0.2034	0.9926
Si	0.2057	-0.3932	0.9017
Si	0.2188	0.2109	0.42
Si	-0.0103	-0.0446	0.43
Si	-0.1329	0.0607	0.3436
Si	-0.2482	0.0822	-0.093
Si	-0.2533	-0.2231	0.2837
Si	-0.0573	0.2248	0.3588
Si	0.0497	-0.0209	0.0901
Si	-0.0116	-0.1588	-0.1191
Si	0.0781	0.2429	-0.0779
Si	0.0693	-0.4143	-0.4286
Si	0.1004	0.4053	0.0895
Si	-0.0877	-0.3681	0.2643
Si	0.1683	-0.0334	0.2694
Si	-0.1123	-0.1617	0.3413
Si	0.0616	0.0396	0.0808
Si	0.0305	0.0275	-0.5068
Si	-0.1362	0.0671	-0.0485
Si	0.3328	0.0526	-0.2221
Si	-0.2877	0.0555	-0.2776
Si	-0.0084	0.0558	-0.2307
O	0.0121	-0.0843	0.4716
O	-0.1007	-0.3341	0.6673
O	0.2206	0.0353	0.8165
O	-0.066	0.4526	0.8635
O	-0.025	-0.0087	-0.2089
O	-0.1502	-0.1135	0.8078
O	0.306	0.0977	0.2786
O	-0.0462	-0.0509	0.0843
O	-0.2657	0.0095	0.333
O	-0.0216	0.056	0.4227
O	0.1512	-0.0243	0.7229
O	0.2107	-0.2775	0.6811
O	0.3342	0.0697	0.2386
O	0.044	-0.1304	0.342
O	-0.0225	-0.1152	0.013
O	-0.307	-0.0746	0.2365
O	-0.1458	-0.2449	-1.0515
O	-0.4002	-0.439	-0.3238
O	0.1369	-0.2714	-0.4024
O	0.0165	-0.0823	-0.043
O	-0.0578	0.4133	-0.3852
O	0.0949	-0.018	0.1295
O	0.1988	-0.2569	-0.1619
O	-0.129	-0.221	-1.115
O	0.1347	-0.0222	-0.6716
O	-0.4372	0.4724	-0.4778
O	-0.0841	0.1513	-0.0332
O	0.2602	0.093	-0.7053
O	-0.2064	-0.0361	-0.112
O	-0.0251	0.1075	-0.0454
O	0.3369	0.0235	-0.2406
O	0.0476	-0.1565	-0.1494
O	-0.0222	0.0174	-0.5839
O	0.2613	0.3207	-0.6257
O	0.0284	-0.0283	-0.2207
O	0.3665	0.4848	-0.0763
O	0.2261	0.2409	0.3542
O	0.0429	0.0063	-0.2024
O	0.0902	-0.1746	-0.2303
O	0.0998	0.0474	-0.1522
O	0.0293	-0.0767	-0.3103
O	0.0016	0.0919	-0.3404
O	-0.2944	-0.082	-0.6824
O	-0.1014	0.1805	-0.0195
O	-0.1793	-0.0665	-0.0041
O	-0.0085	-0.19	0.0768
O	0.1323	0.1915	0.0094
O	-0.0182	0.212	0.1603
O	-0.1789	-0.3389	-0.0861
O	-0.4079	0.1515	0.0122
O	-0.2106	-0.0071	0.031
O	0.2472	0.1241	-0.2317
O	-0.1128	-0.0071	0.171
O	0.3209	0.0962	0.6472
O	0.0043	-0.1836	-0.0842
O	-0.1201	0.3191	0.4848
